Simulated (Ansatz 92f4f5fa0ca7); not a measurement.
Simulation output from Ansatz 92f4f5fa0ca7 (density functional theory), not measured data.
Periodic cell of 237 atoms, Si145O90As2, from a study of silicon, its oxide and their interface. The atomic structure is a simulated model.
Doubt: the cutoff is far below the 930 eV that the study's wrapper takes by default for these files, so forces and energies are approximate.

Settings: functional PBE; potential files Ansatz PAW; basis plane waves; wave-function cutoff 580 eV; density cutoff ratio 5; exchange-correlation grid ratio 1; k mesh 1 x 1 x 1, Gamma-centred; self-consistency stop 5e-08 eV per atom in the density residual; occupations fixed; spin none; net charge 0.

Cell vectors (angstrom)
a  11.6015  0  0
b  0  10.938  0
c  0  0  32.0622

Atoms and the computed forces on them: element, x, y, z (angstrom), force x, y, z (eV/angstrom)
Si  -0.1766  -0.0622  23.2645  0.0021  -0.0013  0.0007
Si  3.6841  0.2234  23.0874  0.0011  -0.0005  0.0011
Si  7.5676  -0.1244  23.432  0.0015  -0.0014  0.0012
Si  1.6983  1.3875  23.4083  -0.0003  0.001  0.0016
Si  5.7513  1.4179  23.1831  -0.0009  -0.0002  0.0027
Si  9.4624  1.2346  23.349  -0.002  -0.0019  0.0009
Si  0.1873  5.3411  23.4338  0.0005  0.0001  0.0057
Si  4.1398  5.3047  23.3825  -0.0018  -0.0002  0.0033
Si  8.0544  5.6101  23.5468  -0.001  0.0007  0.0019
Si  2.1869  6.6106  23.372  0.0003  -0.0025  0.0026
Si  5.9901  6.7705  23.4654  0.0006  -0.0008  0.003
Si  10.0215  6.879  23.5976  -0.0007  -0.0012  0.0052
Si  1.9144  2.6766  25.3746  -0.0006  -0.0009  0.0003
Si  5.8412  2.6602  25.2521  -0.0011  -0.0001  0.0015
Si  9.6491  2.6905  25.2539  0.0012  0.0005  0.0005
Si  11.6119  4.0233  25.3628  -0.0006  -0.0004  -0.0007
Si  3.9052  3.982  25.3134  0.0012  -0.0006  -0.001
Si  7.7565  4.0898  25.3369  -0.0006  -0.0015  -0.0012
Si  1.9896  8.1629  25.2012  -0.0004  -0.0009  -0.0017
Si  5.7873  8.1756  25.3487  0.0006  -0.0004  -0.0009
Si  9.7248  8.274  25.43  -0.0001  -0.0011  -0.0017
Si  11.6528  9.5709  25.2614  -0.0003  -0.0015  0.0009
Si  3.8796  9.6012  25.0626  -0.0008  -0.0008  0.0012
Si  7.7029  9.5288  25.3947  -0.0008  -0.0001  0.0002
Si  11.6603  -0.0044  27.2077  0.0009  0.0007  0.0005
Si  3.9099  -0.0487  27.1187  -0.0005  -0.0011  0.0017
Si  7.7675  -0.011  27.276  -0.0009  0.0008  -0.0008
Si  1.9945  1.3207  27.2731  -0.0001  -0.0005  -0.0015
Si  5.8361  1.327  27.2038  0.0014  -0.0004  0.0006
Si  9.706  1.3373  27.2037  -0.0005  -0.0006  0.0002
Si  11.6013  5.4745  27.2293  -0.0001  -0.0011  -0.0005
Si  3.8557  5.4267  27.2109  0.0008  -0.0006  -0.0007
Si  7.7208  5.4631  27.258  0.0003  0.0005  -0.0002
Si  1.947  6.8315  27.1816  0.0004  0.0008  0.0012
Si  5.769  6.8042  27.2607  -0.0015  -0.0007  -0.0011
Si  9.6629  6.8192  27.2784  0.0011  -0.0006  -0.0002
Si  1.9507  2.7273  29.1725  0.0037  -0.0007  0.0008
Si  5.7996  2.7126  29.1412  0.0004  -0.0005  -0.003
Si  9.6858  2.7255  29.1422  0.0014  0.0001  -0.0024
Si  0.0162  4.0992  29.159  -0.0008  0.0002  0.0009
Si  3.8741  4.0915  29.1645  -0.0029  -0.0011  0.0009
Si  7.7363  4.081  29.1709  -0.0004  -0.0002  0.0022
Si  1.9497  8.188  29.1391  -0.0002  0.0004  -0.0007
Si  5.7968  8.1934  29.1705  -0.0029  0.0004  0.004
Si  9.678  8.2064  29.1849  -0.001  0.0007  0.0047
Si  0.0169  9.5615  29.1495  0.0003  -0.0028  -0.0024
Si  3.8777  9.571  29.1207  0.0028  -0.0023  -0.0054
Si  7.7379  9.551  29.1865  0.002  -0.0006  0.0011
Si  0  0  31.0965  0.0331  0.0472  -0.0623
Si  3.8672  0  31.0965  -0.0051  0.0252  -0.2118
Si  7.7343  0  31.0965  -0.0269  0.0537  0.1021
Si  1.9336  1.3673  31.0965  0  -0.0616  0.076
Si  5.8008  1.3673  31.0965  0.0055  0.0073  -0.1346
Si  9.6679  1.3673  31.0965  0.0092  -0.0528  -0.1041
Si  0  5.469  31.0965  0.0261  -0.0243  -0.0345
Si  3.8672  5.469  31.0965  0.0297  0.0258  -0.0242
Si  7.7343  5.469  31.0965  -0.0141  -0.0404  -0.0132
Si  1.9336  6.8362  31.0965  0.0038  -0.0293  -0.086
Si  5.8008  6.8362  31.0965  -0.0267  -0.0608  0.073
Si  9.6679  6.8362  31.0965  0.0577  -0.1498  0.1473
Si  1.9336  2.7345  0.9679  -0.0333  0.0062  0.087
Si  5.8008  2.7345  0.9679  -0.0326  0.0133  -0.1944
Si  9.6679  2.7345  0.9679  0.0473  0.0112  0.0533
Si  0  4.1018  0.9679  -0.0842  0.0443  -0.0738
Si  3.8672  4.1018  0.9679  0.0115  0.0482  0.0981
Si  7.7343  4.1018  0.9679  0.0842  0.0664  0.0654
Si  1.9336  8.2035  0.9679  0.0265  0.0335  -0.095
Si  5.8008  8.2035  0.9679  0.0327  0.1443  -0.12
Si  9.6679  8.2035  0.9679  -0.0654  0.0872  0.2032
Si  0  9.5708  0.9679  0.0043  0.0501  0.2981
Si  3.8672  9.5708  0.9679  -0.1407  -0.121  -0.0182
Si  7.7343  9.5708  0.9679  0.0882  -0.0482  -0.014
Si  11.6057  -0.0078  2.9633  -0.0021  -0.0004  -0.0085
Si  3.8281  -0.0013  2.9042  -0.0086  -0.0045  0.0019
Si  7.7572  -0.0024  2.899  0.0003  0.0029  -0.0148
Si  1.9149  1.4011  2.9271  -0.0024  -0.0013  0.0047
Si  5.7895  1.292  2.8185  0.0089  -0.0062  -0.0051
Si  9.6756  1.3686  2.9124  -0.002  -0.0018  0.0002
Si  11.5733  5.5077  2.8691  -0.0064  0.0041  0.0107
Si  3.8815  5.5025  2.8985  0.0048  0.0045  -0.0005
Si  7.7444  5.51  2.8897  0  -0.0054  0.002
Si  1.9166  6.8328  2.8905  0.0009  -0.0045  -0.0034
Si  5.8167  6.8542  2.8831  0.004  -0.0098  0.0053
Si  9.6752  6.9091  2.9727  -0.0043  -0.0238  0.012
Si  1.8999  2.8936  4.7901  0.0086  -0.0053  0.0014
Si  5.7361  2.6125  4.7205  -0.0064  0.0134  0.0078
Si  9.5992  2.7848  4.8165  0.0071  0.0159  0.004
Si  11.512  4.1966  4.8121  -0.0138  -0.0165  -0.0207
Si  3.9099  4.1171  4.8101  0.0062  -0.0043  0.0041
Si  7.6059  4.02  4.7219  -0.0069  -0.0094  -0.0215
Si  1.8904  8.1742  4.8295  -0.0046  0.0012  0.0076
Si  5.8255  8.2745  4.7685  -0.0088  -0.0045  0.0082
Si  9.6965  8.2742  4.9617  0.0063  0.0141  0.0119
Si  11.6368  9.6721  5.0137  0.003  -0.0052  0.0114
Si  3.8281  9.4949  4.7992  0.0008  0.0105  0.0045
Si  7.7675  9.6491  4.882  -0.0005  0.0044  0.0156
Si  11.7102  0.3894  6.8574  -0.0022  0.0031  0.0309
Si  3.8007  -0.0481  6.6734  -0.0142  -0.0014  -0.0036
Si  7.8043  0.047  6.8852  -0.0187  0.0005  0.0119
Si  2.1439  1.5766  6.7003  0.0012  0.0074  -0.0082
Si  5.7656  1.2378  6.6538  0.0033  0.0007  0.0051
Si  9.6892  1.5557  6.8352  -0.012  -0.008  0.003
Si  11.4952  5.5885  6.7344  0.007  0.0183  0.0086
Si  3.9403  5.4356  6.8005  0.0237  0.0008  -0.006
As  7.7051  5.5591  6.5519  -0.0511  -0.046  0.0141
Si  1.9587  6.7159  6.7008  0.0042  0.0062  0.0212
Si  5.7787  6.9584  6.7025  -0.0174  0.0178  0.0172
As  9.7556  7.2346  7.2269  0.0747  0.0648  0.0407
O  10.894  8.5375  8.0231  0.007  0.1564  0.0982
O  7.8307  9.9015  8.1774  0.0075  -0.0086  -0.0099
O  7.2161  4.6222  8.0572  0.0139  0.012  -0.0049
O  3.4029  10.3684  8.2243  0.0052  0.0008  -0.0014
O  2.1657  7.629  8.0568  -0.0031  -0.0121  -0.0298
O  4.0403  4.5994  8.2496  -0.005  -0.0016  0.0056
O  9.7552  2.5094  8.2107  0.0045  0  -0.0038
O  2.6715  2.3739  8.0951  0.0022  0.0037  -0.0014
O  11.4231  4.586  8.0477  0.0051  0.0094  -0.0142
O  5.4098  2.361  7.8171  -0.0008  -0.0068  -0.0099
O  6.0315  7.9025  8.0517  0.0201  -0.0125  -0.0193
O  11.6413  10.9709  8.4827  -0.0096  -0.1216  0.0276
O  11.3114  10.0759  21.7905  -0.0002  0.0012  0.0019
O  3.2452  10.7646  21.5015  -0.0011  -0.0019  -0.0008
O  5.8176  7.7613  22.136  -0.0024  -0.0004  0.0007
O  4.2346  4.4569  21.9311  0.0005  -0.002  -0.0002
O  7.6923  9.7032  22.169  -0.0003  -0.0017  0.0008
O  10.2807  7.6908  22.174  -0.0005  0.0008  -0.0012
O  1.6197  2.4174  22.1086  0.0009  -0.0013  0.0013
O  5.9706  2.4573  21.8799  0.0002  0.0016  -0.0012
O  8.4856  4.7322  22.199  0.0006  -0.0034  -0.0007
O  -0.0219  4.4965  21.9966  -0.0015  -0.0011  0.0002
O  2.3874  7.4428  21.953  0.0022  0.002  0.0024
O  9.1566  1.9069  21.8594  0.0003  -0.0007  -0.0025
Si  2.1313  7.9257  9.6359  -0.0002  -0.0174  0.0087
Si  5.0719  0.6055  17.6585  -0.0026  -0.0015  -0.0038
Si  2.5424  5.4712  13.9921  0.0004  -0.0026  -0.0041
Si  10.684  3.8724  14.0366  -0.0019  0.0005  -0.005
Si  8.3533  2.427  15.2353  -0.0005  -0.002  -0.0036
Si  9.5688  2.2708  20.3308  0.001  0.001  -0.0029
Si  10.4912  3.7129  9.0554  -0.0174  0.0033  0.0022
Si  0.1031  2.3554  11.5565  0.0103  0.0041  -0.0153
Si  11.0681  8.1663  15.3699  -0.0011  -0.0012  -0.0069
Si  5.2158  6.9631  13.9563  -0.0016  -0.0004  -0.0057
Si  5.8118  2.6606  11.1086  0.0146  0.0053  -0.0199
Si  8.6015  7.696  19.3633  -0.0011  -0.0009  -0.0014
Si  8.141  4.874  20.6174  -0.0001  -0.0011  -0.0042
Si  5.9587  9.6207  15.17  0  0.0007  -0.0026
Si  2.1354  7.6547  20.3618  0.0008  -0.0023  0.0004
Si  1.9936  4.9137  18.7897  0.0023  -0.0012  -0.0036
Si  4.555  3.4681  17.9955  -0.001  -0.0018  -0.002
Si  8.5434  8.9592  16.7875  -0.0013  -0.0041  -0.0042
Si  0.8932  9.5468  13.337  -0.0073  -0.0109  -0.0127
Si  9.9984  10.7058  11.7605  0.0106  -0.0117  -0.0073
Si  5.3781  3.7229  21.0093  -0.0004  -0.0006  0.0013
Si  0.6524  5.5685  16.2496  -0.0003  -0.0016  -0.0009
Si  11.2408  9.5628  9.2179  0.0004  -0.0479  -0.124
Si  6.5839  8.9052  21.2675  0.0015  0.001  0.0004
Si  7.1577  7.1232  11.4356  0.001  0.0001  -0.0192
Si  2.7362  0.7694  12.1586  0.0051  -0.0001  -0.0131
Si  10.8966  8.6779  21.0382  -0.0008  0.0014  -0.0021
Si  6.0942  4.3464  15.6024  -0.0015  -0.0024  -0.0028
Si  7.1535  0.5163  12.9542  -0.0074  0.006  -0.0053
Si  4.1162  2.9917  8.5858  0.0036  0.0063  0.001
Si  0.9493  6.825  11.8891  -0.0073  -0.0007  -0.0151
Si  6.7103  9.0486  9.0245  -0.0101  -0.0014  -0.0139
Si  0.6983  3.3103  21.1183  -0.0038  -0.0022  0.0001
Si  9.8846  6.5284  12.8446  0.0038  -0.0003  -0.0077
Si  7.671  4.5933  9.625  0.0236  -0.0116  0.0024
Si  3.9943  10.1024  20.1957  -0.0018  -0.0014  -0.0009
Si  4.3136  3.081  13.5075  0.0016  -0.0002  -0.006
Si  4.0085  10.0385  9.715  0.0087  0.0131  -0.0111
Si  8.099  0.818  18.0074  0.0026  0.0027  -0.0033
O  11.6754  3.2093  12.9371  -0.0022  -0.0015  0.0031
O  9.3025  4.6177  9.73  0.0022  -0.003  -0.0036
O  8.8173  3.627  19.8453  -0.0004  -0.0008  0.0026
O  4.0774  -0.0403  18.7823  0.0017  0.0028  -0.0026
O  11.4196  4.5492  15.3118  0  -0.0016  0.0026
O  10.0993  9.854  10.3621  0.0434  0.0291  -0.0171
O  3.8045  1.5935  13.0825  -0.0045  -0.0022  0.0009
O  0.7184  9.1007  14.8982  -0.004  0.0001  -0.0099
O  6.5126  0.9999  18.3445  0.0003  0.0005  0.0033
O  4.8145  3.1831  19.5871  -0.0019  -0.0019  -0.0036
O  6.3205  1.2285  11.7342  0.0043  0.0018  0.0037
O  1.0075  9.066  9.9697  -0.0665  -0.0044  -0.0401
O  5.7135  4.3243  17.2015  0.0016  -0.0001  0.0009
O  8.4874  7.1227  12.3446  -0.0048  -0.0036  -0.0069
O  4.4618  2.6551  10.1498  0.0113  -0.0013  0.012
O  2.1254  5.7314  15.5458  -0.0004  -0.0005  0.003
O  3.5185  0.0487  10.9272  -0.0096  0.0039  0.0065
O  5.9506  7.2443  12.5224  -0.0024  -0.0019  0.0038
O  2.3726  6.3503  19.4378  0.0022  -0.0038  -0.0004
O  0.7311  4.9993  17.7684  -0.0029  0.0017  -0.0033
O  8.4699  10.7015  12.3327  0.0078  -0.0045  -0.0067
O  5.6187  10.1498  9.5286  0.0018  -0.0038  -0.0011
O  0.5956  8.1423  20.219  -0.0053  0.0007  -0.0035
O  9.8448  2.6402  14.6651  0.0034  0.0001  0.0032
O  2.0483  10.669  13.2055  -0.0081  -0.0073  0.0009
O  9.9781  9.1319  16.0639  0.0006  -0.0002  0.0032
O  6.1972  10.3905  13.7459  0.003  0.0021  -0.0006
O  7.5525  1.6058  14.091  0.0004  -0.0029  -0.0038
O  1.6949  3.8972  20.0014  0.0044  -0.0009  0.0002
O  5.9339  5.814  14.8943  -0.0002  0.0006  0.0018
O  7.3751  8.9767  15.6688  0.0014  -0.0021  0.0032
O  1.5735  1.674  11.4721  -0.001  0.0016  0.0037
O  7.2777  8.3658  10.3817  -0.0029  -0.0175  0.0169
O  4.3561  2.0171  17.2622  -0.0005  -0.0012  0.0017
O  7.0906  3.2202  10.2801  -0.0295  -0.0098  0.0163
O  11.5644  7.0321  16.4153  -0.0008  0.0032  -0.0016
O  8.3374  10.1819  17.8032  -0.0016  -0.0022  0.0042
O  3.5899  8.501  10.0836  -0.0082  -0.0154  0.0013
O  7.6481  3.8806  15.464  0.0012  -0.0024  0.0017
O  3.2145  4.3595  17.8887  0.0002  0.0002  0.0003
O  2.9622  3.9388  13.708  -0.0005  0.0014  0.0039
O  1.4011  8.2567  12.5002  -0.0138  0.0237  0.0125
O  1.2687  5.7096  13.0154  0.0042  -0.0015  0.0026
O  5.0216  8.3345  14.8247  -0.0008  -0.0017  0.0022
O  11.1894  2.425  20.3147  -0.0014  -0.0022  0.002
O  11.0258  10.0605  12.8469  0.0051  0.0066  -0.0162
O  5.343  3.628  12.3486  -0.0017  -0.0012  0.0018
O  5.1505  3.2067  14.8945  0.0005  -0.0015  0.0022
O  6.5088  4.8314  20.5724  0.001  0.0018  0.002
O  8.4579  1.631  16.6474  -0.001  -0.0029  0.0024
O  10.4564  1.3091  11.5195  -0.0046  -0.0235  0.0041
O  10.9504  6.7093  11.6118  0.0003  -0.0065  0.0081
O  3.2259  8.7267  19.8259  0.0068  0.0054  -0.001
O  1.7733  6.584  10.5011  0.0007  0.0177  0.0033
O  7.1842  8.2323  19.9342  0.0035  -0.0042  -0.0034
O  8.5283  7.6202  17.7314  0.0004  0.0013  -0.0005
O  3.7261  6.4735  13.5595  0.0008  -0.0006  0.0013
O  9.7233  4.9681  13.2899  0.0007  -0.0027  0.0055
O  5.517  9.9903  20.7427  0.0013  0.0022  0.0012
O  10.3874  7.4102  14.1045  -0.0009  0.0009  0.0102
O  8.7931  6.1898  19.9376  0.0002  -0.0004  0.0032
O  7.0269  5.7925  10.5132  -0.0039  0.0249  0.0122
O  5.2951  10.5746  16.3413  -0.0002  -0.0015  0.0014
O  9.0744  1.1696  19.2544  -0.0022  -0.002  -0.0025
O  11.5153  3.2672  10.2266  -0.0027  -0.0044  0.0083
O  9.7621  8.7315  19.8699  -0.0038  -0.0007  -0.0003

Results
free energy: -153071.208 eV
free energy less fixed offsets of As -4856.12, O -568.88, Si -635.61 eV per atom: 3.682 eV

The program warned: the cutoff lies below the one the program advises for these potential files; the exchange-correlation potential is rough where the density is thin.
